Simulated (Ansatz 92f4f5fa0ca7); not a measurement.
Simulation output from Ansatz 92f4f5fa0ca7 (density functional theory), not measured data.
Periodic cell of 444 atoms, Si256O116H72, with a vacuum gap, from a study of silicon, its oxide and their interface. The atomic structure is a simulated model.

Settings: functional r2SCAN; potential files Ansatz PAW; basis plane waves; wave-function cutoff 800 eV; density cutoff ratio 5; exchange-correlation grid ratio 1; k mesh 1 x 1 x 1, Gamma-centred; self-consistency stop 2e-11 eV per atom in the density residual; occupations fixed; spin none; net charge 0; applied field sawtooth along c, amplitude -0.015 V/angstrom in the program's sign convention, ramp centred at 0.9866 of c and 0.0268 of c wide, no dipole correction.

Cell vectors (angstrom)
a	16.332	0	0
b	0	16.332	0
c	0	0	37.3734

Atoms and the computed forces on them: element, x, y, z (angstrom), force x, y, z (eV/angstrom)
Si	-0.73	0.627	23.359	-0.008	0.005	-0.028
Si	3.361	6.784	22.022	0.013	-0.01	-0.023
Si	-0.185	5.553	23.789	0.003	-0.008	0.002
Si	3.978	9.457	24.934	0	-0.003	-0.004
Si	-1.678	8.956	25.109	0.011	0.014	0.004
Si	1.931	11.839	22.226	0.001	0.003	-0.028
Si	5.18	1.219	20.567	-0.003	-0.006	-0.023
Si	6.79	1.295	24.993	0	-0.013	0.009
Si	7.404	8.396	23.837	-0.009	-0.007	-0.011
Si	9.36	10.566	20.01	-0.008	0.003	-0.026
Si	10.066	12.312	22.47	-0.009	-0.001	-0.02
Si	10.83	10.421	23.513	0.006	0.003	-0.007
Si	10.619	0.369	23.59	0	-0.01	-0.005
Si	13.597	2.908	24.046	-0.001	-0.007	0.004
Si	11.926	5.456	23.398	-0.005	-0.016	-0.021
Si	12.746	6.605	20.755	0	-0.007	-0.029
Si	8.27	13.45	23.418	0.004	0.002	0.003
Si	12.162	11.792	24.974	-0.001	0.003	0.007
Si	0.051	2.793	26.502	0.003	0.015	0.004
Si	1.063	4.994	21.285	0.004	-0.015	-0.025
Si	1.346	6.674	25.16	-0.004	-0.002	0.004
Si	2.361	8.167	23.679	-0.003	0.005	0.005
Si	-0.114	13.786	26.175	-0.002	0.007	0.015
Si	3.526	14.522	25.148	-0.001	0.006	-0.008
Si	8.242	2.497	23.508	0.003	-0.002	0.005
Si	9.427	4.112	24.882	0.003	-0.008	0.004
Si	6.559	6.695	25.22	0	0.008	-0.015
Si	10.93	8.078	26.226	0.019	0.011	0.011
Si	6.861	12.13	24.871	0.006	-0.004	0.002
Si	9.502	14.954	24.805	-0.001	0.003	0.003
Si	10.751	2.805	26.388	0.005	-0.019	0.009
Si	14.985	4.224	25.316	-0.018	-0.01	-0.016
Si	12.761	7.119	24.987	0.004	-0.004	0.023
Si	15.659	7.15	21.995	-0.008	-0.004	-0.019
Si	12.938	13.042	23.211	-0.002	-0.009	-0.017
Si	13.495	16.367	26.35	-0.014	-0.009	0.008
Si	1.588	1.705	25.09	-0.001	0.006	-0.008
Si	2.65	0.005	26.376	0.004	-0.013	0.017
Si	-0.033	8.025	26.502	-0.007	0	-0.006
Si	2.689	5.37	26.546	0	0.002	0.003
Si	1.771	12.834	25.115	-0.005	-0.008	-0.015
Si	2.701	10.95	26.286	0.009	0.003	0.019
Si	5.431	2.629	26.402	0.009	0.007	-0.008
Si	8.194	-0.057	26.319	-0.001	0.009	-0.006
Si	5.239	8.146	26.47	0.011	-0.005	0.01
Si	8.146	5.429	26.36	-0.02	0.002	0.003
Si	5.414	13.522	26.219	-0.007	-0.004	0.015
Si	8.198	10.831	26.307	-0.005	0.013	0.009
Si	12.108	1.448	25.077	0.01	0.021	-0.006
Si	14.738	-1.133	24.745	0.003	-0.001	-0.008
Si	9.36	9.283	24.902	-0.013	0.005	0.012
Si	13.6	5.578	26.562	0.017	-0.016	0.01
Si	10.864	13.482	26.169	-0.007	0.004	0.009
Si	13.644	10.704	26.362	-0.005	-0.002	0.004
Si	1.344	4.072	27.938	0	0.003	0.005
Si	4.068	1.274	27.757	0.006	0.032	0.025
Si	1.329	9.569	27.676	-0.006	-0.015	0.031
Si	4.005	6.782	27.864	-0.024	-0.025	0.019
Si	1.221	15.047	27.719	-0.001	-0.023	0.01
Si	4.098	12.227	27.707	-0.014	-0.011	0.012
Si	6.799	4.039	27.711	-0.008	-0.011	0.014
Si	9.487	1.337	27.719	-0.007	0	0.001
Si	6.759	9.529	27.677	-0.009	-0.005	0.026
Si	9.577	6.777	27.654	-0.033	-0.029	0.031
Si	6.766	14.903	27.623	0.015	0.017	0.015
Si	9.524	12.214	27.661	0.02	0.005	0.025
Si	12.185	4.125	27.748	0.007	-0.01	0.003
Si	14.942	1.362	27.7	0.001	-0.003	0.03
Si	12.189	9.468	27.718	-0.006	0.012	0.01
Si	14.975	6.789	27.967	0.007	0.016	0.017
Si	12.197	14.883	27.619	0.004	0.005	0.014
Si	14.997	12.256	27.569	-0.004	-0.028	0.034
Si	-0.071	0.035	29.129	0.018	-0.026	0.22
Si	2.738	2.645	29.154	-0.026	0.01	0.215
Si	-0.024	5.414	29.271	0.016	-0.037	0.255
Si	2.645	8.204	29.127	0.017	0.018	0.228
Si	-0.003	10.953	29.045	-0.004	0.02	0.19
Si	2.682	13.64	29.024	0.031	-0.004	0.184
Si	5.422	-0.098	29.066	0.02	-0.067	0.225
Si	8.124	2.671	29.092	0.011	-0.027	0.188
Si	5.458	5.419	29.09	0.05	-0.014	0.208
Si	8.192	8.167	28.987	-0.036	0.058	0.213
Si	5.453	10.903	29.093	0.038	-0.021	0.218
Si	8.142	13.567	29.019	0.003	0.003	0.196
Si	10.884	-0.053	29.023	-0.029	0.042	0.177
Si	13.598	2.731	29.06	-0.092	0.063	0.241
Si	10.868	5.482	29.106	0.042	-0.013	0.248
Si	13.565	8.211	29.163	0.027	0.009	0.216
Si	10.876	10.885	29.065	-0.005	-0.01	0.17
Si	13.622	13.578	28.988	-0.052	0.075	0.187
Si	1.328	1.327	30.514	0.117	0.104	0.252
Si	4.101	4.052	30.434	0.049	-0.097	0.536
Si	1.318	6.842	30.521	0.02	0.085	0.602
Si	4.073	9.561	30.434	-0.053	-0.099	0.323
Si	1.355	12.302	30.441	-0.017	-0.124	0.01
Si	4.049	14.94	30.483	0.004	-0.015	-0.099
Si	6.75	1.283	30.416	0.264	0.142	0.339
Si	9.512	4.083	30.383	-0.09	-0.169	0.546
Si	6.854	6.813	30.377	-0.101	-0.12	0.297
Si	9.508	9.52	30.425	0.028	0.126	0.042
Si	6.81	12.255	30.47	0.02	-0.037	0.075
Si	9.518	14.927	30.385	-0.055	0.134	0.144
Si	12.271	1.314	30.391	-0.168	0.047	0.123
Si	14.934	4.026	30.542	-0.038	0.135	0.324
Si	12.227	6.831	30.493	-0.028	-0.061	0.436
Si	14.954	9.612	30.447	-0.111	0.004	0.17
Si	12.271	12.253	30.388	-0.056	-0.082	0.17
Si	14.939	14.956	30.438	-0.104	-0.057	0.076
Si	-0.001	2.683	7.033	0.109	-0.005	-0.151
Si	2.672	-0.04	7.008	-0.025	0.173	-0.033
Si	-0.034	8.24	6.956	0.109	-0.079	-0.352
Si	2.708	5.408	6.884	-0.031	-0.016	-0.565
Si	-0.001	13.663	6.975	-0.109	0.021	0.07
Si	2.74	10.955	6.926	-0.095	-0.059	-0.203
Si	5.425	2.675	6.906	-0.031	0.135	-0.452
Si	8.151	-0.059	6.866	0.076	0.052	-0.417
Si	5.492	8.196	6.845	-0.088	-0.028	-0.401
Si	8.176	5.434	6.875	0.004	-0.112	-0.421
Si	5.463	13.617	6.997	0.102	0.041	0.038
Si	8.184	10.889	6.947	0.06	0.024	-0.117
Si	10.921	2.746	6.804	-0.085	0.052	-0.582
Si	13.616	-0.016	6.959	0.097	-0.016	-0.01
Si	10.869	8.192	6.968	0.133	-0.07	-0.167
Si	13.594	5.468	6.952	0.048	0.081	-0.48
Si	10.943	13.622	6.889	0.078	-0.096	-0.114
Si	13.6	10.953	6.949	-0.087	-0.038	-0.193
Si	1.414	4.057	8.343	-0.007	-0.035	-0.213
Si	4.019	1.395	8.295	-0.002	-0.02	-0.205
Si	1.359	9.619	8.267	-0.006	0.004	-0.193
Si	4.105	6.801	8.096	-0.072	0.073	-0.25
Si	1.336	14.97	8.469	-0.033	0.019	-0.2
Si	4.086	12.275	8.371	-0.018	0.028	-0.209
Si	6.84	4.027	8.19	-0.01	0.012	-0.219
Si	9.526	1.391	8.064	-0.004	-0.002	-0.241
Si	6.793	9.542	8.307	0.004	0.015	-0.233
Si	9.514	6.768	8.278	0.019	0.001	-0.223
Si	6.885	14.958	8.369	-0.021	-0.039	-0.2
Si	9.651	12.22	8.253	-0.02	0.018	-0.202
Si	12.224	4.092	8.242	0.017	0.002	-0.244
Si	14.966	1.317	8.392	-0.025	0.009	-0.189
Si	12.271	9.562	8.316	0.025	-0.027	-0.177
Si	14.977	6.824	8.302	0.036	-0.034	-0.219
Si	12.243	14.994	8.338	0.06	-0.049	-0.183
Si	14.915	12.353	8.316	0.026	0.004	-0.172
Si	-0.035	0.011	9.884	0.005	0.015	-0.031
Si	2.723	2.7	9.821	0.021	0.028	-0.029
Si	0.073	5.479	9.624	-0.02	-0.003	-0.007
Si	2.816	8.188	9.446	0.002	-0.015	-0.002
Si	-0.035	11	9.613	0.002	-0.012	-0.016
Si	2.748	13.593	9.829	0.009	0.003	-0.019
Si	5.444	0.096	9.58	-0.003	0.026	-0.021
Si	8.253	2.675	9.512	-0.011	0.006	-0.022
Si	5.397	5.391	9.399	0.012	0.001	-0.019
Si	8.157	8.131	9.613	0.005	-0.004	-0.017
Si	5.463	10.922	9.731	0.002	0	-0.014
Si	8.401	13.56	9.675	0.017	0.016	-0.02
Si	10.856	0.18	9.485	0	0.012	-0.024
Si	13.607	2.809	9.621	0.008	-0.015	-0.005
Si	10.85	5.379	9.648	0.007	0.013	-0.023
Si	13.603	8.164	9.657	0.007	0.019	-0.017
Si	10.952	10.909	9.737	-0.001	-0.003	-0.022
Si	13.607	13.685	9.802	-0.015	-0.021	-0.025
Si	1.328	1.374	11.3	0.002	-0.009	-0.013
Si	4.234	4.122	10.987	-0.005	0.013	0
Si	1.524	6.865	10.852	-0.002	0.013	0.004
Si	4.053	9.461	10.984	-0.001	-0.011	-0.006
Si	1.254	12.249	11.157	-0.005	-0.008	-0.005
Si	4.202	15.084	11.034	0.013	-0.005	-0.007
Si	6.831	1.466	10.907	0.02	-0.02	-0.003
Si	9.49	3.987	11.012	-0.002	-0.005	-0.015
Si	6.699	6.689	10.769	-0.023	0.009	0.001
Si	9.582	9.438	10.97	-0.008	0.012	-0.002
Si	5.743	13.537	14.088	-0.005	0	-0.032
Si	9.57	15.255	10.937	-0.004	-0.001	-0.001
Si	12.11	1.562	10.91	0.015	-0.015	0.001
Si	15.028	4.131	10.954	-0.003	0.014	0
Si	12.216	6.755	10.956	0.014	-0.005	-0.006
Si	15.052	9.521	10.933	0.002	-0.001	0.003
Si	12.37	12.21	11.181	0.004	0.004	-0.013
Si	16.326	13.664	12.692	0.003	-0.001	-0.005
Si	-0.171	2.827	12.576	-0.003	-0.001	-0.011
Si	5.371	-0.38	15.73	-0.002	-0.004	-0.023
Si	0.41	8.452	12.135	-0.014	-0.013	-0.01
Si	7.396	8.61	15.842	0	0.004	-0.025
Si	-0.315	10.115	16.191	-0.01	-0.008	-0.034
Si	2.162	10.284	12.205	0.004	0.007	-0.012
Si	6.039	3.22	12.251	-0.006	0.001	-0.025
Si	9.48	0.645	13.856	-0.001	-0.025	-0.029
Si	5.292	7.861	12.242	0.012	0.008	-0.007
Si	8.831	6.797	13.381	-0.007	0.003	0.004
Si	7.012	12.206	11.034	-0.01	0.02	-0.006
Si	8.126	10.541	12.423	0.007	-0.007	-0.017
Si	12.583	3.972	13.745	0.007	-0.006	-0.001
Si	13.216	0.162	12.367	-0.006	0.009	-0.007
Si	7.754	5.085	12.096	0.007	0.015	-0.003
Si	13.7	5.532	12.257	-0.002	-0.003	0.008
Si	11.55	13.216	13.17	0.001	0.005	0.016
Si	15.061	12.071	13.984	-0.01	0.002	-0.033
Si	0.842	4.489	13.992	-0.002	0.015	-0.027
Si	6.178	-2.126	11.995	-0.012	-0.01	0.025
Si	2.745	9.749	16.714	-0.006	0.003	-0.028
Si	3.078	5.732	12.229	-0.006	-0.001	-0.032
Si	1.841	14.673	13.987	-0.001	-0.001	-0.032
Si	3.324	11.841	14.614	0.001	0.002	-0.024
Si	5.007	2.09	14.052	-0.004	-0.009	-0.011
Si	7.806	-0.212	12.206	0.01	0.018	-0.002
Si	4.58	7.329	16.633	0.004	0.003	-0.035
Si	10.78	7.947	12.361	0.005	0.006	0.004
Si	2.908	16.377	12.576	-0.009	-0.011	-0.007
Si	10.363	11.572	14.392	0.012	-0.003	-0.015
Si	10.75	2.692	12.572	0.001	0	-0.004
Si	14.144	2.024	13.699	-0.005	-0.001	-0.018
Si	12.303	9.298	13.673	0.004	0.001	0.008
Si	13.947	8.077	14.933	-0.003	-0.012	-0.029
Si	12.902	13.931	14.907	-0.005	-0.023	-0.025
Si	14.874	15.051	11.304	-0.002	-0.003	-0.015
Si	20.171	3.851	25.193	0.006	0.009	0.001
Si	-1.673	-1.372	18.298	-0.003	0.001	-0.03
Si	0.399	41.829	22.784	0.008	0.004	-0.005
Si	23.233	3.508	21.734	-0.012	0.007	-0.013
Si	18.772	0.181	16.42	0.003	-0.004	-0.031
Si	5.868	10.275	23.749	0.002	-0.002	-0.003
Si	24.102	-8.409	20.764	-0.003	0	-0.008
Si	-2.597	27.085	12.43	0.004	-0.005	-0.001
Si	-5.928	-2.983	16.692	0.003	0	-0.036
Si	11.942	-2.53	19.212	-0.003	0.001	-0.037
Si	-20.375	21.781	15.747	-0.001	0.011	-0.033
Si	23.842	-2.4	16.37	0	0.003	-0.026
Si	9.17	6.257	15.642	0.013	0.003	-0.017
Si	2.618	-0.071	19.378	-0.006	-0.001	-0.023
Si	-1.003	6.963	13.407	-0.002	0.023	-0.004
Si	11.726	17.967	18.235	0.003	-0.001	-0.031
Si	7.452	-28.637	17.195	0.001	0.001	-0.031
Si	-28.363	10.825	19.003	-0.003	-0.003	-0.033
Si	-7.431	1.273	17.033	0.005	-0.001	-0.038
Si	7.192	8.6	13.5	-0.006	-0.006	0.013
Si	6.904	13.831	21.483	-0.009	0.008	-0.021
Si	-9.133	11.121	17.717	0.001	0.001	-0.033
Si	5.012	-16.778	22.989	0.021	0.004	-0.021
Si	10.743	16.169	20.63	0.003	0.001	-0.033
Si	15.949	-4.043	18.435	-0.002	-0.003	-0.03
Si	23.693	5.136	20.068	0.004	0.001	-0.036
Si	1.775	-13.251	16.607	0	0.006	-0.03
Si	4.444	-12.031	16.275	-0.005	-0.002	-0.017
Si	24.215	-16.615	19.652	0.008	0.007	-0.025
Si	13.782	16.672	16.137	0.003	0.005	-0.039
Si	5.011	-5.078	21.806	-0.006	0	-0.024
Si	5.165	-9.173	19.685	-0.002	0	-0.038
Si	-3.027	20.644	18.556	-0.004	-0.005	-0.036
Si	13.898	11.772	20.634	0.004	0.006	-0.035
Si	5.257	-11.111	23.903	0	-0.001	-0.007
Si	2.378	-3.18	19.505	0.001	0.002	-0.036
Si	28.329	9.48	20.716	0.001	0.003	-0.032
Si	11.025	15.439	12.822	-0.013	-0.017	0.007
Si	32.517	3.118	19.118	-0.004	-0.004	-0.033
Si	-0.146	0.315	20.383	0.002	-0.002	-0.029
O	7.501	10.085	16.509	-0.001	0.013	0.022
O	-15.301	-22.182	22.009	-0.003	-0.007	0.01
O	2.737	2.766	24.563	-0.017	-0.016	0.004
O	5.876	16.486	24.21	-0.008	-0.005	-0.003
O	1.351	12.539	23.553	-0.002	0.002	0.025
O	-1.471	-7.355	15.996	0.005	0.008	0.014
O	4.165	-9.527	12.87	0.007	0.006	0.005
O	-5.613	5.856	15.997	-0.003	0	0.014
O	4.891	12.164	14.319	-0.006	-0.005	0.004
O	-10.128	20.59	23.007	-0.004	0.003	0.006
O	1.472	0.342	20.434	-0.003	0.001	0.012
O	-0.766	15.403	19.551	0.007	0.007	0.013
O	8.745	-23.469	20.635	-0.002	-0.004	0.017
O	1.908	0.089	17.932	0.001	-0.001	0.024
O	17.508	-3.589	18.488	0.007	0.001	0.015
O	-16.079	6.356	20.894	-0.003	0.007	0.013
O	0.829	20.217	20.158	0.008	0.015	0.029
O	-0.661	1.723	19.766	0.002	-0.005	0.013
O	11.299	16.367	22.136	-0.002	0.002	0.026
O	20.597	5.888	15.949	0	0	0.008
O	1.763	12.8	20.954	-0.001	-0.008	0.019
O	7.535	-1.853	20.081	-0.005	-0.01	0.019
O	11.748	22.373	21.897	-0.002	-0.001	0.025
O	12.099	7.963	20.173	0.001	0.003	0
O	7.152	12.69	17.328	-0.001	-0.009	0.013
O	-1.748	1.902	23.199	0.009	-0.009	0.006
O	8.215	5.032	16.17	-0.009	-0.01	0.015
O	-13.811	29.552	14.365	0.002	0	0.013
O	4.64	22.637	22.875	-0.002	-0.003	0.009
O	17.374	-12.344	15.508	0.005	-0.006	0.02
O	17.088	1.129	23.806	0.016	0.003	0.024
O	25.475	16.469	20.595	0	-0.001	0.002
O	22.152	5.686	19.902	0.004	-0.003	0.012
O	-0.624	-5.336	17.506	0.001	0.012	0.022
O	8.318	-9.872	20.282	-0.002	0	0.005
O	-23.479	0.731	15.497	-0.004	0.011	0.027
O	6.014	-3.876	21.249	0.004	-0.002	0.016
O	2.912	-1.655	19.52	0.001	-0.003	0.014
O	6.408	24.53	19.908	0.005	-0.003	0.012
O	20.098	15.063	23.597	0.004	-0.002	0.022
O	-1.005	11.958	19.901	-0.008	-0.004	0.024
O	-18.53	39.738	21.449	0.012	0.003	0.014
O	19.095	43.324	13.679	0.007	0.007	0.009
O	7.836	2.483	16.903	-0.001	0.003	0.01
O	4.887	31.121	14.713	0.001	0.009	0.022
O	-4.594	-18.694	16.044	-0.014	0.002	0.021
O	17.09	19.175	17.822	-0.007	0.002	0.019
O	1.168	-6.844	16.424	0.006	0	0.009
O	12.933	4.747	17.051	0.007	-0.008	0.03
O	-4.868	-3.083	22.454	0	-0.007	0.013
O	3.784	1.189	13.419	0.007	0.007	0.009
O	4.586	17.081	22.004	0.003	-0.009	0.017
O	8.679	24.011	16.33	-0.003	-0.002	0.006
O	13.065	14.808	18.596	-0.004	-0.003	0.013
O	19.481	3.795	17.122	0	0	0.012
O	22.898	-1.073	16.605	0.003	0	0.012
O	28.775	2.967	18.794	0.001	0.005	0.018
O	12.798	4.073	23.183	-0.004	0.012	0.005
O	4.483	23.546	18.236	0.005	-0.001	0.028
O	10.015	-4.348	15.929	-0.002	0.006	0.019
O	11.538	33.407	19.564	-0.005	-0.007	0.015
O	16.027	11.069	14.864	0.006	-0.004	0.009
O	9.084	14.294	16.555	0	0	0.01
O	19.872	8.464	16.111	0.001	-0.002	0.013
O	6.089	-8.545	16.325	-0.008	-0.005	0.013
O	-0.651	-16.303	21.873	-0.003	0.001	0.027
O	8.369	0.163	18.137	-0.005	-0.006	0.023
O	3.181	9.887	18.282	0.007	0.004	0.017
O	-5.877	5.06	23.98	-0.001	0.005	0.007
O	-1.904	1.529	15.255	0.002	-0.009	0.02
O	9.412	11.85	21.014	0.007	0.01	0.023
O	19.516	-5.137	16.09	-0.002	-0.007	0.014
O	8.414	-5.374	18.775	0.014	-0.002	0.026
O	7.864	4.403	18.712	-0.002	0.007	0.032
O	10.267	1.93	17.605	0.002	0.001	0.011
O	22.178	17.319	14.966	0	0	0.006
O	13.137	6.843	15.648	-0.008	-0.01	0.014
O	-2.891	10.216	20.596	-0.003	-0.003	0.01
O	-10.484	-34.091	22.045	-0.012	0.003	0.015
O	-1.448	-12.34	18.725	0.003	0.001	0.008
O	13.444	-0.862	15.083	0	0.004	0.015
O	-8.823	-8.589	22.342	0.002	0.005	0.024
O	-5.022	26.597	14.571	-0.014	0.007	0.012
O	-2.368	12.327	22.155	-0.006	0.005	0.02
O	22.176	4.144	17.063	0.006	0	0.009
O	20.815	3.331	14.97	0	0.006	0.014
O	23.508	-2.894	14.862	0.006	0.001	0.013
O	29.075	12.596	19.88	0.007	-0.009	0.024
O	2.605	5.43	21.494	-0.005	0.008	0.011
O	27.899	-6.812	22.303	-0.006	0.004	0.026
O	4.047	-0.027	16.572	-0.004	0.004	0.01
O	27.187	13.127	18.213	0.007	0.001	0.028
O	18.049	15.438	15.444	-0.001	0.007	0.014
O	12.551	0.923	17.023	-0.008	0.004	0.019
O	-17.791	16.09	17.167	0.006	-0.008	0.018
O	4.602	-5.988	20.519	0.005	0.004	0.027
O	3.548	-4.636	22.423	-0.003	0	0.01
O	-10.624	-5.558	18.226	-0.007	-0.001	0.016
O	2.111	1.667	15.891	0.001	0.002	0.01
O	3.974	7.51	20.715	-0.012	-0.005	0.028
O	3.941	-15.454	19.549	0.01	0.003	0.009
O	6.517	0.504	19.991	-0.002	0.002	0.013
O	20.031	-4.011	19.099	-0.002	-0.001	0.009
O	16.831	-11.868	22.715	-0.005	0.005	0.011
O	-3.398	5.491	19.603	-0.002	0.016	0.026
O	5.713	2.733	20.853	0.008	0.002	0.011
O	-1.179	-2.808	17.776	0.001	-0.002	0.011
O	-0.123	22.117	14.149	0.006	-0.017	0.004
O	13.671	14.409	23.728	0.01	0.01	0.021
O	11.01	14.64	20.214	-0.003	0.003	0.009
O	-0.839	9.588	23.809	-0.008	-0.002	0.009
O	9.443	17.757	23.18	0	0.005	0.005
O	8.973	-21.42	13.645	-0.001	0.005	0.003
O	-2.181	12.894	15.101	0.004	0.001	0.015
O	18.627	-11.349	13.452	-0.003	-0.006	0.018
O	10.917	-6.124	19.739	0.003	-0.001	0.02
H	0.514	2.157	31.446	0.342	-0.251	-0.258
H	2.143	0.498	31.446	-0.375	0.197	-0.242
H	3.269	4.862	31.367	0.178	-0.157	-0.273
H	4.907	3.214	31.367	-0.246	0.403	-0.159
H	2.127	6.007	31.453	-0.033	0.321	-0.202
H	0.51	7.677	31.453	0.243	-0.326	-0.171
H	4.91	8.755	31.366	-0.279	0.152	-0.212
H	3.27	10.401	31.366	0.302	-0.26	-0.226
H	0.535	13.126	31.374	0.327	-0.29	-0.264
H	2.188	11.492	31.374	-0.277	0.242	-0.273
H	3.22	15.754	31.415	0.318	-0.23	-0.301
H	4.898	14.146	31.415	-0.403	0.132	-0.274
H	5.949	2.125	31.348	0.186	-0.393	-0.249
H	7.589	0.479	31.348	-0.289	0.261	-0.216
H	10.355	3.283	31.316	-0.228	0.21	-0.223
H	8.695	4.91	31.316	0.276	-0.409	-0.179
H	7.659	5.974	31.309	-0.262	0.403	-0.214
H	6.039	7.641	31.309	0.226	-0.161	-0.274
H	10.34	8.708	31.357	-0.33	0.258	-0.294
H	8.7	10.355	31.357	0.217	-0.349	-0.279
H	7.634	11.436	31.402	-0.28	0.301	-0.247
H	5.992	13.082	31.402	0.306	-0.234	-0.284
H	8.69	15.742	31.318	0.275	-0.271	-0.249
H	10.375	14.142	31.318	-0.361	0.189	-0.253
H	13.097	0.497	31.324	-0.323	0.363	-0.261
H	11.474	2.16	31.324	0.12	-0.297	-0.245
H	15.772	3.22	31.475	-0.417	0.166	-0.247
H	14.143	4.877	31.475	0.099	-0.354	-0.235
H	13.05	6.01	31.425	-0.248	0.206	-0.269
H	11.406	7.654	31.425	0.283	-0.361	-0.188
H	15.767	8.782	31.379	-0.178	0.275	-0.312
H	14.128	10.43	31.379	0.49	-0.3	-0.182
H	13.102	11.44	31.32	-0.404	0.362	-0.251
H	11.462	13.087	31.32	0.303	-0.226	-0.265
H	15.791	14.165	31.371	-0.357	0.23	-0.28
H	14.128	15.789	31.371	0.2	-0.479	-0.215
H	-0.839	3.488	6.101	0.217	-0.18	0.3
H	0.812	1.853	6.101	-0.311	0.321	0.21
H	3.501	-0.854	6.076	-0.308	0.172	0.3
H	1.857	0.789	6.076	0.19	-0.429	0.204
H	-0.847	9.07	6.024	0.277	-0.366	0.235
H	0.774	7.404	6.024	-0.139	0.225	0.254
H	1.899	6.242	5.952	-0.011	-0.369	0.226
H	3.541	4.597	5.952	-0.351	0.229	0.202
H	0.819	12.84	6.042	-0.232	0.258	0.339
H	-0.853	14.454	6.042	0.499	-0.146	0.244
H	1.907	11.765	5.994	0.405	-0.164	0.224
H	3.544	10.114	5.994	-0.159	0.281	0.308
H	4.619	3.513	5.973	0.336	-0.234	0.211
H	6.226	1.834	5.973	-0.398	0.127	0.256
H	7.312	0.745	5.933	0.141	-0.389	0.236
H	8.979	-0.874	5.933	-0.357	0.218	0.229
H	6.308	7.368	5.913	-0.116	0.432	0.229
H	4.655	9.001	5.913	0.298	-0.159	0.23
H	7.372	6.273	5.942	0.244	-0.282	0.26
H	8.993	4.608	5.942	-0.224	0.343	0.25
H	4.614	14.411	6.064	0.356	-0.153	0.273
H	6.28	12.791	6.064	-0.307	0.227	0.272
H	8.992	10.054	6.015	-0.385	0.274	0.217
H	7.36	11.709	6.015	0.312	-0.204	0.254
H	11.719	1.9	5.872	-0.165	0.354	0.208
H	10.078	3.546	5.872	0.436	-0.145	0.181
H	14.426	-0.849	6.027	-0.315	0.344	0.233
H	12.79	0.801	6.027	0.276	-0.198	0.354
H	11.69	7.369	6.036	-0.216	0.332	0.238
H	10.037	9.003	6.036	0.311	-0.316	0.261
H	12.771	6.289	6.019	0.36	-0.222	0.207
H	14.385	4.617	6.019	-0.187	0.244	0.209
H	10.086	14.407	5.957	0.291	-0.195	0.338
H	11.752	12.788	5.957	-0.248	0.521	0.2
H	12.769	11.766	6.017	0.328	-0.425	0.257
H	14.426	10.135	6.017	-0.217	0.361	0.273

Results
free energy: -231026.673 eV
free energy less fixed offsets of H -15.71, O -570.45, Si -639.56 eV per atom: 4.007 eV

The program warned: the cutoff lies below the one the program advises for these potential files; the forces do not sum to zero within the program's tolerance; empty levels may hold ghost states of the PAW files; the exchange-correlation potential is rough where the density is thin.
